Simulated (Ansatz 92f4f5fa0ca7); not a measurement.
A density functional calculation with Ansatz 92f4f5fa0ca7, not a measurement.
Periodic cell of 192 atoms, Si128O64, from a study of silicon, its oxide and their interface. The atomic structure is a simulated model.

Settings: functional r2SCAN; potential files Ansatz PAW; basis plane waves; wave-function cutoff 800 eV; density cutoff ratio 5; exchange-correlation grid ratio 1; k mesh 1 x 1 x 1, shifted by 0.5 0.5 0 of a step; self-consistency stop 1e-10 eV per atom in the density residual; occupations fixed; spin none; net charge 0.

Cell vectors (angstrom)
a 10.888 0 0
b 0 10.888 0
c 0 0 28.4753

Atoms: element, x, y, z (angstrom)
Si 0.4942 -0.5881 0.192
Si 4.1098 4.04 1.4841
Si -1.5767 4.0807 1.2868
Si 2.2332 8.6761 0.3358
Si 5.5473 3.063 -4.3559
Si 10.1821 5.6518 -0.1714
Si 8.3452 8.1997 0.3477
Si 12.3621 5.6476 -4.4324
Si 1.3397 1.4039 1.1596
Si 5.4884 5.1377 -0.0496
Si 1.4578 6.8417 1.4957
Si 4.0158 9.6109 1.4551
Si 6.768 1.3608 1.3279
Si 7.7842 2.9533 -0.0913
Si 3.5599 4.5488 -2.3425
Si 9.6417 9.5736 1.631
Si -0.0477 2.7595 2.5543
Si 2.6346 0.1019 2.7488
Si -0.0004 8.0797 2.8988
Si 2.775 5.441 2.801
Si 5.4551 2.6763 2.8072
Si 8.1642 0.081 2.7501
Si 5.388 8.1801 2.7107
Si 8.0127 5.4736 2.6835
Si 1.3174 4.065 4.0244
Si 4.0422 1.3614 4.1365
Si 1.3599 9.5426 4.1317
Si 4.0961 6.8306 4.1441
Si 6.7771 4.0924 4.1248
Si 9.5393 1.4386 4.0567
Si 6.7981 9.5358 4.0556
Si 9.4308 6.7482 4.1173
Si -0.03 0.0239 5.441
Si 2.6753 2.7393 5.4511
Si -0.0316 5.407 5.4232
Si 2.7275 8.1902 5.4798
Si 5.4268 -0.018 5.4399
Si 8.1867 2.7554 5.4535
Si 5.4404 5.4518 5.4964
Si 8.1361 8.1696 5.4544
Si 1.3462 1.3532 6.8159
Si 4.0538 4.0876 6.8214
Si 1.3407 6.7869 6.7732
Si 4.0992 9.5222 6.83
Si 6.808 1.3606 6.7716
Si 9.5463 4.0722 6.8326
Si 6.8198 6.8014 6.8432
Si 9.516 9.528 6.8041
Si 0.0022 2.7092 8.187
Si 2.727 -0.0036 8.1642
Si 0.0089 8.1461 8.1489
Si 2.7092 5.4615 8.1698
Si 5.4541 2.7127 8.1515
Si 8.1391 -0.0087 8.1507
Si 5.4545 8.1639 8.1738
Si 8.1996 5.4291 8.189
Si 1.3941 4.0592 9.5253
Si 4.1194 1.3284 9.5177
Si 1.4029 9.4776 9.5069
Si 4.1004 6.8182 9.5188
Si 6.8184 4.0704 9.5306
Si 9.4939 1.3481 9.5036
Si 6.799 9.5159 9.5344
Si 9.5657 6.7833 9.5422
Si -0.0152 -0.0517 10.7737
Si 2.806 2.7177 10.8634
Si 0.0647 5.4194 10.8968
Si 2.8151 8.1867 10.9243
Si 5.4272 -0.0516 10.9301
Si 8.1303 2.6706 10.9105
Si 5.4723 5.474 10.8671
Si 8.1485 8.1281 10.8616
Si 1.4059 1.2626 12.0592
Si 4.1779 4.1081 12.2369
Si 1.5124 6.7645 12.2231
Si 4.1474 9.5061 12.4218
Si 6.7272 1.3146 12.2991
Si 9.5374 4.049 12.195
Si 6.7851 6.8334 12.2918
Si 9.507 9.5069 12.1429
Si 0.1111 2.632 13.3839
Si 2.6747 0.0474 13.6337
Si 0.0683 8.1542 13.3697
Si 2.8728 5.4267 13.6787
Si 5.4381 2.7434 13.711
Si 8.1318 -0.0888 13.5571
Si 4.3792 6.5436 15.2261
Si 8.1674 5.415 13.5369
Si 1.6339 3.7581 14.7685
Si 3.4279 1.965 14.823
Si 1.2504 9.5077 14.8751
Si 5.5416 8.14 13.8789
Si 7.0759 3.9422 15.0357
Si 9.6423 1.2492 14.7041
Si 6.4721 11.273 17.7261
Si 9.12 8.3057 16.2093
Si 0.3817 1.3861 20.7367
Si 4.4826 2.4576 17.4999
Si -1.8635 3.0368 16.0606
Si 3.0638 7.7262 16.7201
Si 7.1174 -1.4869 15.2369
Si 12.4334 5.9961 18.9654
Si 5.7408 5.0459 16.5771
Si 9.7676 6.6359 14.69
Si 5.1266 -10.6578 28.5699
Si -4.2459 -4.0464 29.7152
Si 21.2827 32.1683 16.0811
Si -18.9559 -5.6234 21.6158
Si -2.8595 -9.1638 25.5585
Si 9.3638 11.9559 18.3551
Si -8.2095 10.278 21.0437
Si 7.3429 18.5615 24.4313
Si -32.8972 37.4923 15.9883
Si 1.0443 8.8654 26.2118
Si -6.3926 31.1057 18.7538
Si -14.8648 14.0728 21.5512
Si -0.8635 6.3577 25.4979
Si 7.4919 5.3443 19.2872
Si -19.1947 14.1977 19.5991
Si -34.3064 12.4801 22.8093
Si 2.4537 30.3268 23.6531
Si -15.266 18.8964 20.423
Si -33.3509 6.0651 18.0445
Si -5.7281 33.5831 22.1845
Si -3.9095 9.8245 26.5054
Si 7.5338 31.6651 22.2834
Si -18.7282 13.4737 28.4525
Si 26.701 -3.7017 22.9512
O -16.9854 1.7602 -4.9531
O -15.6052 25.6478 -5.631
O -5.5577 -11.0725 -9.7549
O -2.3601 17.659 -3.4167
O 18.3823 20.1413 -7.6923
O -6.3712 5.4547 -1.3509
O -4.8034 21.4351 -5.8502
O 1.2933 21.8422 -7.892
O 4.51 3.9215 -3.4844
O -29.3566 -1.476 -8.6358
O -7.1095 33.1444 -6.975
O -6.8671 8.1843 -4.614
O -1.4467 7.0954 -0.1216
O 9.495 -3.3549 -10.8046
O -0.1037 16.4055 -4.1267
O 5.6404 10.3677 -1.2543
O 2.4421 17.8414 18.0096
O 2.2191 -2.592 27.1977
O -17.7352 -4.9145 22.3893
O -19.488 9.3439 22.2841
O -23.6018 27.0132 18.8968
O 6.0318 -9.0252 21.1848
O -8.4859 5.3838 25.3616
O 6.4382 21.3648 16.3156
O -13.3949 2.7361 22.0612
O 8.6631 -10.7607 22.4392
O 12.8802 15.3426 18.6129
O 23.6387 -24.3457 15.8354
O 6.0231 12.8293 17.5772
O 22.6115 27.655 28.77
O -9.5933 13.4932 20.2425
O 4.5557 4.0205 17.09
O 6.5694 -16.3013 17.9473
O 1.6572 -14.6114 23.5338
O -12.5922 1.8325 24.4245
O -11.7387 5.2948 26.734
O -28.5707 1.3862 28.0512
O -26.0441 30.3702 25.5451
O 16.3675 18.8486 21.6639
O -14.7374 14.9913 20.2348
O 6.6587 4.0786 27.9383
O 7.3394 -15.1176 20.2202
O 12.6788 9.3851 24.8746
O 7.9786 20.1136 27.6181
O -7.4644 25.7868 20.798
O -21.8953 12.523 22.2644
O 17.0772 6.7008 23.8404
O 12.7324 15.5899 22.791
O -22.7392 1.2882 19.8456
O -8.8769 27.9792 20.5433
O -11.2849 -10.7179 17.5999
O -24.7198 0.278 18.3791
O -25.9288 67.8896 25.0938
O 3.8961 30.7736 17.3058
O -1.8173 -8.3933 17.6351
O 2.8152 36.0835 27.0561
O 5.5974 8.1971 19.1094
O -7.1686 12.4489 16.3938
O 0.2974 10.0873 27.0165
O 7.9075 8.6731 23.2957
O -0.0311 7.7074 25.8616
O -14.0879 11.034 25.7154
O -24.2147 24.0894 27.0241
O -18.1837 2.3162 18.8425

Results
free energy: -118372.812 eV
free energy less fixed offsets of O -570.45, Si -639.56 eV per atom: -0.332 eV

Forces (eV/angstrom), in the order of the atoms: element, x, y, z
Si 0.0158 0.003 0.076
Si 0.001 0.0007 -0.0081
Si -0.0012 -0.0031 -0.0075
Si -0.0028 0.0179 0.0797
Si -0.0096 0.0271 0.2538
Si 0.0036 0.0148 0.1281
Si 0.0136 -0.032 0.0821
Si -0.0369 0.0186 0.2449
Si -0.0035 0.0024 -0.0032
Si 0.0241 -0.0007 0.1009
Si 0.0118 0.0196 0.0267
Si 0.0038 -0.0001 -0.0072
Si -0.0001 -0.0017 -0.0102
Si -0.0191 0.0214 0.12
Si 0.0081 -0.0163 0.2653
Si -0.0004 -0.0025 -0.0001
Si 0.0048 -0.0015 0.0003
Si 0.0008 -0.0006 0.0005
Si 0.0021 -0.0017 -0.0002
Si -0.004 0.0037 0
Si 0.001 0.0005 -0.0003
Si 0.0027 -0.001 0.001
Si -0.0033 0.0011 0.0012
Si -0.0005 0.0018 -0.0005
Si 0.0008 0.0006 -0.0005
Si -0.0008 -0.0008 0.0006
Si -0.0008 -0.0003 -0.0003
Si 0.0021 -0.0015 -0.0008
Si 0.0011 -0.0025 0.0016
Si -0.002 0.0008 0.0005
Si 0.0021 -0.0003 -0.0006
Si 0.0015 0.0018 0.0011
Si 0.0015 0.0003 0.0004
Si 0.0004 -0.0006 0.0007
Si -0.001 -0.0019 0.0009
Si 0.0015 -0.0002 -0.0006
Si 0.0006 -0.0004 0.0002
Si 0.0025 0.0009 0
Si 0.0006 0.0005 -0.0001
Si -0.0007 -0.0017 0.001
Si -0.0006 0.0003 -0.001
Si 0.0004 -0.0004 -0.0011
Si 0.0009 -0.0015 -0.0011
Si 0.0013 -0.0009 -0.0006
Si 0.0003 -0.0011 -0.001
Si 0.0004 -0.0003 -0.0004
Si 0.0001 -0.0005 -0.0008
Si 0.0002 -0.0005 -0.0004
Si 0.0005 -0.0012 0
Si 0.0013 -0.0008 -0.0007
Si -0.0001 -0.0006 -0.0011
Si 0.0006 -0.0003 -0.0006
Si 0.0004 -0.001 -0.001
Si 0 0.0002 -0.0003
Si 0 -0.0007 -0.0005
Si -0.0002 -0.0003 -0.001
Si -0.0001 0.0006 -0.0006
Si 0.0007 -0.0003 -0.0004
Si -0.0003 0.0004 -0.0005
Si 0.0009 -0.0006 -0.0006
Si 0.0009 -0.0007 -0.0001
Si -0.0003 -0.0008 -0.0008
Si 0.0003 -0.0011 0.0001
Si 0.0001 -0.0006 -0.0007
Si 0.0009 0.0007 -0.0005
Si -0.0008 -0.0009 0.0013
Si 0.0004 -0.0007 -0.0012
Si 0.0012 -0.0018 -0.0006
Si -0.0002 0.0007 -0.0003
Si -0.0008 0.0005 -0.0012
Si -0.0004 0.0006 -0.0004
Si -0.0006 0.0004 -0.0002
Si -0.0021 -0.0014 -0.0004
Si -0.0013 -0.0005 0.0001
Si -0.0014 -0.004 -0.0001
Si 0.003 -0.0007 0.0017
Si 0.0027 0.0003 0.0015
Si 0.0017 0.0007 0.0009
Si 0.0001 0.0018 -0.0005
Si -0.0001 0.0013 0.0011
Si 0.0009 -0.0031 -0.0014
Si -0.0015 0.0005 -0.0023
Si -0.0022 -0.0056 -0.0009
Si 0.006 0.0039 0.0004
Si 0.0058 0.0035 -0.0009
Si -0.0002 0.0038 -0.0017
Si -0.0002 -0.0018 -0.0068
Si -0.0021 -0.0007 0.0008
Si -0.0074 0.0008 0.0017
Si 0.0057 -0.0065 0.0541
Si 0.0105 -0.0206 0.021
Si -0.0029 -0.0052 -0.0002
Si -0.0023 0.0007 -0.006
Si 0.0002 -0.0015 -0.0081
Si -0.0201 0.0002 0.1597
Si 0.0069 -0.0261 0.0516
Si 0.0151 -0.0196 0.2088
Si -0.012 -0.0127 0.1643
Si 0.0016 -0.0156 0.0648
Si 0.017 0.0236 0.139
Si -0.0145 0.0296 0.0407
Si 0.064 -0.0404 0.1704
Si 0.0103 -0.0091 0.115
Si 0.0021 -0.006 -0.0067
Si -0.0145 0.0186 0.0932
Si -0.0023 0.0009 -0.0079
Si 0.0008 0.0245 0.0619
Si 0.0105 -0.0024 0.2801
Si -0.0029 -0.0197 0.2605
Si 0 -0.0024 0.2092
Si -0.0024 -0.0074 0.2241
Si 0.0229 -0.0028 0.2394
Si 0.0009 -0.0066 -0.0016
Si -0.0079 0.0284 0.2564
Si -0.0081 -0.0186 0.1983
Si -0.0143 -0.0325 0.2375
Si 0.02 -0.0007 0.2083
Si -0.0434 -0.0151 0.2344
Si -0.0024 -0.001 0.195
Si -0.0391 -0.0031 0.2437
Si -0.0514 -0.0134 0.2436
Si -0.0125 0.0526 0.2186
Si -0.0281 -0.0248 0.111
Si 0.0134 0.019 0.1928
Si -0.0115 0.0145 0.2273
Si 0.0198 -0.012 0.2139
Si 0.0019 -0.0259 0.1015
Si 0.014 0.0014 0.2227
O -0.0055 -0.0507 -0.1215
O 0.0375 0.0055 -0.1457
O 0.0292 0.0276 -0.081
O -0.051 0.0237 -0.0896
O -0.0167 -0.0368 -0.1202
O -0.0534 -0.0137 -0.1301
O -0.0088 0.0058 -0.0721
O -0.0212 0.018 -0.068
O 0.0576 -0.0419 -0.1387
O 0.0462 -0.0259 -0.1293
O -0.0427 -0.0208 -0.085
O 0.0229 -0.0147 -0.086
O 0.017 -0.0237 -0.046
O -0.0112 0.0372 -0.0829
O 0.0436 -0.0192 -0.0996
O 0.0496 -0.0354 -0.1152
O 0.0253 0.032 -0.0996
O -0.0282 -0.0069 -0.1419
O -0.0302 -0.0291 -0.103
O 0.0114 0.0647 -0.1606
O 0.0728 0.02 -0.0951
O 0.0103 0.0103 -0.0868
O -0.0487 0.0301 -0.1356
O 0.0181 -0.0456 -0.0932
O -0.021 0.0245 -0.0913
O -0.0025 -0.0045 -0.0749
O -0.0334 0.0299 -0.083
O -0.0363 0.027 -0.0607
O 0.0018 0.009 -0.0545
O -0.0354 -0.0127 -0.0596
O 0.0215 0.0243 -0.0755
O 0.0185 0.0367 -0.0698
O -0.0428 -0.009 -0.1425
O 0.0228 0.0088 -0.0891
O 0.0392 -0.0019 -0.1718
O -0.0029 0.0364 -0.14
O 0.0007 0.0081 -0.0482
O 0.008 -0.061 -0.1409
O 0.0425 0.0193 -0.1505
O 0.0232 0.0764 -0.1481
O 0.0016 -0.0077 -0.0526
O 0.0254 -0.0507 -0.0959
O 0.0578 -0.0137 -0.1672
O -0.0352 0.0391 -0.1199
O -0.0185 -0.0356 -0.1196
O 0.048 -0.0055 -0.1249
O -0.0516 -0.0048 -0.1028
O 0.0433 -0.0198 -0.1609
O -0.0503 -0.0099 -0.1469
O -0.0756 0.028 -0.1818
O 0.0159 -0.0407 -0.104
O -0.0027 0.0023 -0.0647
O -0.0479 0.023 -0.1154
O -0.0277 -0.0438 -0.1069
O -0.0018 0.0456 -0.1087
O 0.0127 0.0578 -0.1343
O -0.0343 0.0142 -0.1003
O -0.0216 -0.0037 -0.0929
O 0.0071 -0.0377 -0.1331
O -0.0064 0.0652 -0.1364
O -0.0144 -0.0305 -0.0838
O 0.0187 0.0393 -0.0975
O 0.0061 -0.0425 -0.1703
O 0.0427 -0.0098 -0.1036

The program warned: the cutoff lies below the one the program advises for these potential files; empty levels may hold ghost states of the PAW files; the exchange-correlation potential is rough where the density is thin.
